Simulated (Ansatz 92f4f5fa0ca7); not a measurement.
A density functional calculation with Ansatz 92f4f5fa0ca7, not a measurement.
Periodic cell of 303 atoms, Si195O108, from a study of silicon, its oxide and their interface. The atomic structure is a simulated model.
Doubt: the cutoff is far below the 930 eV that the study's wrapper takes by default for these files, so forces and energies are approximate.
This geometry differs little from another in the collection (a relaxation step or a small displacement).

Settings: functional PBE; potential files Ansatz PAW; basis plane waves; wave-function cutoff 580 eV; density cutoff ratio 5; exchange-correlation grid ratio 1; k mesh 1 x 1 x 1, Gamma-centred; self-consistency stop 5e-08 eV per atom in the density residual; occupations fixed; spin none; net charge 0.

Cell vectors (angstrom)
a 11.6015 0 0
b 0 10.938 0
c 0 0 42.2151

Atoms: element, x, y, z (angstrom)
Si 0 0 0.9665
Si 3.8672 0 0.9665
Si 7.7343 0 0.9665
Si 1.9336 1.3673 0.9665
Si 5.8008 1.3673 0.9665
Si 9.6679 1.3673 0.9665
Si 0 5.469 0.9665
Si 3.8672 5.469 0.9665
Si 7.7343 5.469 0.9665
Si 1.9336 6.8362 0.9665
Si 5.8008 6.8362 0.9665
Si 9.6679 6.8362 0.9665
Si 1.9336 2.7345 41.248
Si 5.8008 2.7345 41.248
Si 9.6679 2.7345 41.248
Si 0 4.1018 41.248
Si 3.8672 4.1018 41.248
Si 7.7343 4.1018 41.248
Si 1.9336 8.2035 41.248
Si 5.8008 8.2035 41.248
Si 9.6679 8.2035 41.248
Si 0 9.5708 41.248
Si 3.8672 9.5708 41.248
Si 7.7343 9.5708 41.248
Si 0 0 4.8337
Si 3.8672 0 4.8337
Si 7.7343 0 4.8337
Si 1.9336 1.3673 4.8337
Si 5.8008 1.3673 4.8337
Si 9.6679 1.3673 4.8337
Si 0 5.469 4.8337
Si 3.8672 5.469 4.8337
Si 7.7343 5.469 4.8337
Si 1.9336 6.8362 4.8337
Si 5.8008 6.8362 4.8337
Si 9.6679 6.8362 4.8337
Si 1.9336 2.7345 2.9001
Si 5.8008 2.7345 2.9001
Si 9.6679 2.7345 2.9001
Si 0 4.1018 2.9001
Si 3.8672 4.1018 2.9001
Si 7.7343 4.1018 2.9001
Si 1.9336 8.2035 2.9001
Si 5.8008 8.2035 2.9001
Si 9.6679 8.2035 2.9001
Si 0 9.5708 2.9001
Si 3.8672 9.5708 2.9001
Si 7.7343 9.5708 2.9001
Si 2.0193 1.8357 30.404
Si 4.9596 1.0416 29.5928
Si 8.228 0.1094 31.6247
Si 1.1481 0.9949 32.365
Si 5.829 0.7738 31.8625
Si 10.2878 1.5423 31.9116
Si 0.1701 3.946 31.2757
Si 3.7831 5.4866 30.8375
Si 8.0038 4.6996 30.0759
Si 2.9161 8.1785 30.3197
Si 5.7844 7.6966 31.0836
Si 10.459 6.5795 30.5475
Si 1.8541 2.5477 33.9403
Si 5.8103 2.5749 33.4458
Si 9.7011 2.7026 33.8065
Si 0.0606 3.9837 33.6702
Si 3.7945 3.8452 33.5484
Si 7.7182 3.9417 33.2613
Si 2.1692 9.8762 32.6117
Si 6.0862 8.3778 33.3508
Si 10.116 8.0582 33.4581
Si 0.7239 8.8012 34.1334
Si 4.464 10.1493 33.2752
Si 8.2062 9.5593 33.4776
Si 0.1712 -0.2126 35.5618
Si 4.0589 0.0214 35.4754
Si 7.8749 -0.0726 35.457
Si 2.0508 1.2021 35.7566
Si 5.9721 1.3822 35.4906
Si 9.8115 1.2138 35.5847
Si 0.0082 5.4689 35.4884
Si 3.7992 5.581 35.2424
Si 7.6911 5.4182 35.2132
Si 1.7899 6.9958 35.4139
Si 5.8135 6.8874 35.2367
Si 9.6613 6.7431 35.3761
Si 2.0068 2.775 37.4657
Si 5.859 2.7916 37.3715
Si 9.7196 2.7165 37.4004
Si 0.0411 4.076 37.396
Si 3.9006 4.1979 37.2856
Si 7.7839 4.1314 37.2921
Si 1.9821 8.2008 37.4236
Si 5.84 8.1388 37.3189
Si 9.6666 8.1335 37.3443
Si 0.0066 9.4714 37.4968
Si 3.9458 9.535 37.3683
Si 7.7581 9.5174 37.3872
Si 0 0 39.3144
Si 3.8672 0 39.3144
Si 7.7343 0 39.3144
Si 1.9336 1.3673 39.3144
Si 5.8008 1.3673 39.3144
Si 9.6679 1.3673 39.3144
Si 0 5.469 39.3144
Si 3.8672 5.469 39.3144
Si 7.7343 5.469 39.3144
Si 1.9336 6.8362 39.3144
Si 5.8008 6.8362 39.3144
Si 9.6679 6.8362 39.3144
Si 1.8839 2.7367 6.7771
Si 5.784 2.742 6.752
Si 9.6723 2.7473 6.751
Si -0.0301 4.1395 6.7913
Si 3.8445 4.0555 6.7082
Si 7.7281 4.0913 6.7344
Si 1.9017 8.2315 6.7476
Si 5.7637 8.227 6.7757
Si 9.6382 8.2327 6.7977
Si -0.0289 9.5902 6.7916
Si 3.8312 9.59 6.7734
Si 7.6963 9.5926 6.789
Si -0.0292 -0.0424 8.789
Si 3.7924 0.0464 8.6948
Si 7.6869 0.1141 8.6749
Si 1.8566 1.3997 8.74
Si 5.7054 1.4212 8.7106
Si 9.658 1.3717 8.6653
Si -0.0515 5.5225 8.7377
Si 3.8407 5.45 8.5722
Si 7.7127 5.5366 8.5897
Si 1.9298 6.8019 8.6173
Si 5.7529 6.8367 8.6989
Si 9.6276 6.9181 8.7823
Si 1.8252 2.8143 10.6613
Si 3.7109 4.2508 10.5818
Si 9.5667 2.7792 10.5349
Si -0.1177 4.1728 10.6763
Si 5.6475 2.8948 10.577
Si 7.6324 4.1248 10.4307
Si 2.3265 7.8266 10.6733
Si 5.8071 8.3535 10.5431
Si 9.4859 8.2632 10.8001
Si -0.2196 9.6597 10.8686
Si 3.8406 9.5932 10.6004
Si 7.6594 9.7106 10.5911
Si -0.1569 0.2679 12.6982
Si 1.8618 1.4531 12.6044
Si 8.0394 0.3029 13.3531
Si 3.3662 -0.3329 12.7107
Si 5.4987 1.5828 13.5561
Si 9.6626 1.7415 12.6314
Si -0.6048 5.1745 12.7916
Si 3.3419 6.0934 12.055
Si 7.7287 5.6075 13.3068
Si 2.1737 5.7627 14.0342
Si 5.1856 7.014 13.226
Si 9.5485 7.0717 12.905
O 2.6271 9.5206 13.7275
O 0.8912 8.4564 11.2513
O -4.2171 -0.431 12.0371
O 11.2774 10.3527 14.1352
O 4.6411 7.9734 14.4498
O 8.1925 4.2793 14.1649
O 4.7438 2.7179 14.4389
O 6.9416 1.1969 14.1887
O -5.3386 5.9957 13.9336
O 8.6041 10.1276 14.4118
O 2.1307 7.1787 14.856
O 10.0717 7.9534 14.2238
O 11.6098 16.3894 30.6991
O 8.303 3.1825 29.4971
O 5.2862 6.1315 31.0309
O 7.1276 7.9821 30.1667
O 4.5308 10.815 28.4833
O 6.1021 1.9102 28.8006
O -1.5427 7.244 31.9924
O 13.0672 3.3878 30.4193
O 10.5609 13.8064 30.8856
O 2.4029 8.1716 28.788
O 3.542 4.8066 29.3912
O 11.1091 7.7085 29.5623
Si 10.2279 10.7091 17.5208
Si 7.5711 5.4183 22.4636
Si 5.3065 9.1967 19.9329
Si 7.8234 9.1013 29.1652
Si 12.9598 11.5954 22.2156
Si 0.7203 5.9082 23.8792
Si 11.9453 5.7928 20.7349
Si 3.1298 8.4647 14.8713
Si 2.0216 2.3176 26.1104
Si 3.0016 7.744 27.3393
Si 3.2367 3.0614 14.9527
Si 3.4588 13.2587 23.4096
Si 3.0589 8.6631 17.9308
Si 10.9384 3.5211 24.8319
Si 8.2455 9.5564 19.7375
Si 2.8334 5.7625 18.9829
Si 7.517 2.4777 28.233
Si 8.4196 10.6208 22.7741
Si 4.0719 10.5763 22.4458
Si 6.4147 4.9115 27.5137
Si 10.7413 8.5387 28.2049
Si 9.2482 6.7129 20.375
Si 2.0863 2.8241 17.7225
Si 5.2953 9.8103 27.4237
Si 3.3958 4.6845 27.7758
Si 12.9881 0.1718 19.1136
Si 9.7674 12.6401 26.6192
Si 12.1609 0.5281 27.9764
Si 9.1904 2.7617 22.3478
Si 15.3645 5.3849 23.5851
Si 9.7074 3.6146 14.0062
Si 10.0585 9.481 14.7992
Si 10.7937 -0.2366 24.3112
Si 10.5643 2.6789 16.8976
Si 5.0003 6.3016 21.0124
Si 9.922 3.9502 19.6293
Si 12.1738 8.318 25.6335
Si 6.2719 6.5557 25.0343
Si 5.936 9.646 24.5253
O 9.9703 1.1649 16.7017
O 10.8652 6.9839 20.4172
O 11.6554 0.0129 18.2251
O 10.2808 3.4857 15.5308
O 4.3355 5.7113 19.6386
O 4.6575 9.5168 23.5258
O 2.1509 9.6854 18.8407
O 3.0698 9.124 16.3613
O 3.8998 6.2724 22.2236
O 2.6879 7.0547 17.9683
O 4.4994 8.383 27.2506
O 4.7683 5.998 24.7143
O -0.3238 5.1033 24.829
O 8.6225 1.2891 22.6789
O 7.0791 -0.5316 23.66
O 5.5223 10.4276 25.9151
O 4.5376 8.8404 18.5583
O 6.2705 5.4044 21.4771
O 2.4389 3.4742 27.2176
O 2.4838 4.2956 18.3451
O 2.2582 5.47 24.1929
O 9.9769 0.7005 25.3629
O 11.788 9.8231 25.2125
O 3.2061 2.0836 25.0151
O 0.4857 7.4635 24.2582
O 11.1814 7.7588 26.8252
O 2.0772 13.0519 22.5176
O 15.6789 3.8153 23.2189
O 8.3958 1.3577 27.4426
O 4.8953 4.4122 27.251
O 9.6457 9.8542 23.54
O 5.5307 7.8264 20.792
O 1.7017 11.8131 26.8377
O 0.7018 2.7396 25.2567
O 9.8045 3.2062 25.9696
O 10.4498 3.0866 23.336
O 8.6731 6.4893 21.8913
O 9.1147 8.6514 28.2841
O 11.4526 4.433 19.9682
O 6.7573 9.5392 28.0471
O 8.9614 5.2817 19.617
O 2.9077 6.1279 27.1939
O 4.5012 12.1168 22.8557
O 2.2435 1.5232 18.714
O 3.0962 2.532 16.4784
O 6.7195 6.1838 26.5579
O 6.4216 8.1567 24.9145
O 14.0514 10.4275 22.5596
O 8.4361 10.0057 21.2811
O 9.573 2.8258 20.7591
O 0.3949 5.5867 22.334
O 8.5695 7.9586 19.5986
O 11.5323 9.9666 28.1136
O 0.5555 2.8233 17.1798
O 10.2386 9.489 16.4269
O 4.5593 10.269 20.9165
O 10.9444 1.5721 27.7269
O 13.4154 6.1369 20.194
O 8.0467 3.8796 22.5799
O 12.5333 11.3588 20.6623
O 9.7704 3.3065 18.1625
O 6.6923 9.8309 19.3869
O 11.6604 11.472 23.1721
O 2.1097 8.3834 26.1553
O 7.2886 5.8767 23.9845
O 9.1379 10.4083 18.6861
O 6.7807 5.2287 29.0848
O 8.2993 -0.5897 30.1127
O 3.5721 4.4051 32.006
O 2.7258 6.7214 31.0361
O 1.2344 0.8443 29.3922
O 12.2328 5.2936 13.8827
O 17.2839 2.0995 12.0287
O 16.2816 0.1712 13.5558
O 1.9929 -1.6826 31.0789
O 7.7413 4.5945 31.7019
O 14.6034 -6.2631 14.9473
O 4.5236 8.5704 30.4308
O 2.1124 2.3651 13.9857
O 15.1969 1.8915 29.9298
O 6.0711 -3.1145 12.111
O 7.2851 3.6114 27.0831
O -2.419 5.8111 29.8791
O 7.5731 5.1671 11.7295

Results
free energy: -185382.211 eV
free energy less fixed offsets of O -568.88, Si -635.61 eV per atom: 0.779 eV

Forces (eV/angstrom), in the order of the atoms: element, x, y, z
Si 0.0021 0.0089 0.0285
Si 0.0068 0.0561 0.0069
Si -0.0007 0.0513 0.0085
Si -0.0129 0.0238 0.0302
Si -0.0001 -0.0421 -0.0042
Si 0.0129 -0.0027 0.0083
Si 0.0049 0.0402 -0.0095
Si -0.0088 0.0403 -0.0258
Si -0.0017 0.0599 -0.0343
Si 0.0048 0.0019 0.003
Si -0.0014 -0.0728 -0.014
Si -0.0012 -0.069 0.0005
Si 0.0032 -0.1108 0.1161
Si 0.0195 0.0307 0.0303
Si -0.0192 -0.0226 0.0442
Si 0.0223 -0.0477 -0.0042
Si 0.0176 -0.12 -0.0818
Si 0.015 -0.1405 -0.0754
Si -0.0092 0.0039 0.004
Si 0.034 0.1183 -0.0457
Si 0.0381 0.114 -0.0607
Si 0.0296 0.0674 0.0968
Si 0.0056 -0.0602 -0.0121
Si -0.0093 -0.0325 0.0188
Si -0.0228 0.0584 0.0897
Si -0.0273 0.1053 0.0202
Si -0.046 0.0334 0.0424
Si -0.1038 -0.0001 0.0552
Si 0.0508 -0.087 -0.0463
Si 0.0323 -0.023 -0.0677
Si 0.0038 0.1009 0.059
Si -0.051 0.0514 -0.1767
Si 0.0043 0.0328 -0.1881
Si -0.0368 0.0346 -0.0428
Si -0.0369 0.0294 0.1387
Si -0.0344 0.0734 0.249
Si 0.001 0.0193 0.0235
Si -0.0085 0.0484 0.01
Si -0.0184 0.0142 0.002
Si -0.0128 -0.0583 0.0104
Si -0.0086 -0.0012 -0.035
Si -0.0079 -0.014 -0.0354
Si -0.0081 0.0054 0.0076
Si -0.0031 0.0646 0.0057
Si -0.0156 0.0824 0.0147
Si -0.0028 -0.0543 0.0251
Si -0.021 -0.0486 -0.0089
Si 0.0103 -0.0597 0.0103
Si 0.0197 -0.0086 0.0571
Si -0.0379 -0.0018 -0.0108
Si 0.0296 0.093 -0.1113
Si -0.0879 0.0709 -0.0126
Si 0.0032 -0.0669 0.0397
Si 0.0266 -0.0733 -0.0262
Si 0.0291 -0.0046 -0.1229
Si 0.022 -0.0301 -0.0123
Si -0.0509 -0.0091 0.0012
Si -0.0005 0.0807 -0.0157
Si -0.01 0.0289 0.0701
Si 0.061 0.0331 -0.0174
Si 0.0767 0.0388 -0.1443
Si -0.0302 -0.0037 0.0344
Si -0.0654 0.044 -0.0515
Si -0.024 0.0474 0.0516
Si -0.04 0.0135 -0.0287
Si -0.0116 0.0506 -0.0583
Si 0.0231 -0.0877 -0.0346
Si 0.0064 0.0669 0.0107
Si -0.0134 -0.0245 -0.0462
Si 0.0187 0.0318 -0.0619
Si -0.028 0.0018 -0.0996
Si -0.0161 -0.0631 -0.0038
Si 0.0291 -0.0307 -0.0097
Si 0.0638 0.0031 0.023
Si -0.0006 -0.0081 0.0171
Si -0.0274 -0.0436 0.0242
Si -0.0141 0.0061 -0.0191
Si 0.0496 -0.0156 0.0166
Si 0.0366 -0.0026 0.0101
Si 0.0043 -0.0137 -0.0227
Si 0.0013 -0.0281 -0.0315
Si 0.0035 -0.0119 0.0085
Si -0.0389 -0.021 0.0324
Si -0.0352 -0.002 -0.0106
Si 0.0082 0.0037 0.0312
Si -0.0318 -0.0042 0.0303
Si -0.0056 -0.0123 0.0012
Si 0.0085 0.0068 -0.0123
Si 0.0392 0.0192 -0.0072
Si 0.0304 0.0272 0.0025
Si -0.0229 -0.02 -0.008
Si -0.0009 -0.0239 -0.0429
Si -0.0015 -0.013 0.001
Si 0.0096 0.0358 0.0145
Si -0.0117 0.0285 0.0102
Si -0.015 0.025 0.0083
Si -0.1126 0.0355 0.2582
Si 0.0993 -0.0424 -0.2228
Si 0.0131 -0.0726 -0.1748
Si 0.1434 0.0192 0.4327
Si -0.0289 0.1767 -0.1519
Si -0.0326 -0.0003 0.2508
Si 0.009 0.0348 -0.0141
Si 0.0621 0.055 -0.1625
Si 0.1454 0.0008 -0.303
Si 0.1569 -0.1687 0.2291
Si 0.0298 -0.1876 -0.2352
Si -0.0797 -0.2102 -0.0147
Si -0.0087 -0.0242 0.0067
Si -0.0008 -0.0175 -0.0072
Si -0.0058 0.0058 0.0081
Si 0.0222 0.0349 -0.0013
Si -0.003 0.0198 -0.0054
Si -0.0095 0.0221 -0.0057
Si -0.0153 -0.0317 0.0303
Si -0.0001 -0.0181 0.0066
Si -0.0036 -0.0272 0.008
Si 0.0032 0.0101 0.0382
Si -0.0041 0.0064 -0.0001
Si 0.0014 0.0171 -0.0021
Si 0.0029 -0.005 -0.0059
Si -0.0176 -0.0323 0.0203
Si -0.015 -0.0211 -0.0007
Si 0.0129 -0.012 -0.001
Si 0.0285 0.0112 -0.0248
Si 0.0365 -0.0232 0.0052
Si -0.0005 -0.0062 0.0159
Si -0.0253 -0.0144 0.0009
Si 0.0305 0.0139 -0.0216
Si 0.0275 -0.0249 -0.1071
Si 0.0157 0.0086 -0.0105
Si 0.0204 0.0228 0.0198
Si 0.0004 -0.0461 -0.0319
Si -0.0044 0.0199 0.0235
Si -0.0062 0.0516 0.0305
Si -0.007 0.0496 0.0398
Si -0.0348 -0.0106 0.1232
Si -0.0214 0.1582 0.2204
Si -0.0018 0.0443 0.1289
Si 0.0051 -0.0412 -0.0042
Si 0.0038 -0.0044 -0.0288
Si 0.0094 -0.1772 0.0105
Si -0.0162 0.0168 -0.0433
Si -0.0317 0.0486 0.0725
Si 0.0621 -0.0848 0.0975
Si 0.0348 0.0745 0.0534
Si 0.0624 -0.0025 -0.0414
Si -0.0489 -0.1203 0.0403
Si 0.0116 -0.0244 0.0788
Si -0.0029 -0.0779 -0.0302
Si -0.0609 -0.0411 -0.0339
Si -0.0119 0.048 -0.0731
Si 0.0138 0.0137 -0.0685
Si -0.0593 0.0009 0.1051
Si -0.0431 -0.1133 0.0873
Si 0.0324 -0.0934 0.0681
O 0.0541 0.0387 0.0098
O -0.0221 0.141 -0.0116
O 0.0018 -0.012 -0.0887
O 0.0194 0.0127 -0.0905
O 0.0402 0.0246 -0.0195
O -0.0122 -0.0057 -0.0386
O 0.0412 0.0046 -0.0485
O -0.0473 0.0191 -0.0365
O -0.0378 0.0296 -0.062
O 0.0357 0.0178 -0.0255
O -0.015 -0.0124 0.0031
O 0.051 0.0674 -0.0006
O -0.0535 0.0431 0.0157
O 0.0162 0.0308 0.0225
O -0.0233 -0.011 -0.0138
O -0.0028 0.0079 -0.0135
O 0.003 0.015 0.0163
O 0.0114 0.0013 0.0187
O 0.0038 0.0381 0.0878
O -0.0271 -0.0124 0.0683
O -0.0185 -0.0692 0.1267
O -0.0159 -0.0051 0.0341
O -0.0145 -0.0005 0.0388
O -0.0217 -0.0502 0.0537
Si 0.0291 0.0619 -0.0147
Si -0.0021 0.0152 0.0085
Si -0.0211 0.0032 -0.0361
Si 0.0132 0.0578 0.0228
Si 0.0008 -0.0208 -0.0491
Si -0.0042 0.034 0.0151
Si -0.0039 -0.0148 -0.034
Si -0.0119 0.0249 -0.0241
Si -0.0148 0.0122 -0.0013
Si -0.0049 -0.0077 -0.0809
Si -0.038 -0.0145 0.0191
Si -0.0092 -0.0037 0.026
Si -0.0157 0.0128 0.0013
Si -0.0197 -0.0122 0.0407
Si 0.0121 0.0296 -0.0443
Si -0.0156 -0.0113 -0.0465
Si -0.054 -0.0157 -0.0843
Si 0.0033 -0.0267 0.0043
Si 0.0021 -0.0188 -0.0115
Si -0.0001 -0.0358 -0.0827
Si 0.006 0.0078 -0.0604
Si -0.0031 -0.0084 -0.0292
Si -0.0378 -0.0347 -0.0154
Si 0.0091 0.0225 0.0031
Si 0.0209 0.015 -0.0832
Si 0.0166 0.0234 -0.051
Si -0.0295 -0.0056 0.0062
Si -0.0163 0.0023 -0.0085
Si 0.0159 0.0118 -0.0298
Si 0.0043 0.007 0.01
Si 0.0454 0.1074 0.0994
Si -0.0152 -0.0368 0.0164
Si -0.0078 -0.0068 0.0327
Si 0.045 -0.0373 -0.0476
Si -0.0327 0.0014 -0.0378
Si 0.0225 -0.0158 -0.0499
Si 0.0062 -0.0015 0.0232
Si -0.011 0.0055 0.0221
Si -0.0136 -0.0165 0.0405
O -0.0173 -0.0167 -0.0141
O -0.0094 0.0033 0.0162
O -0.0157 -0.0175 0.0106
O -0.0212 -0.0034 -0.0563
O 0.0173 0.0018 0.0328
O -0.0113 0.0094 -0.0085
O 0.0038 -0.0204 0.0035
O -0.0026 -0.0112 -0.0117
O -0.0036 0.015 -0.0059
O 0.0034 -0.009 0.0133
O 0.0026 -0.0063 0.0179
O -0.0103 -0.0084 -0.0205
O 0.0013 0.002 -0.0149
O -0.0102 0.0177 0.0049
O 0.0039 0.0112 -0.0097
O 0.0046 0.0084 -0.0061
O 0.0043 0.0025 0.0138
O 0.0004 -0.0131 -0.0031
O 0.0005 0.0056 0.0278
O 0.0114 0.0357 0.0184
O 0.0049 -0.0021 -0.0067
O 0.0003 -0.0036 -0.0105
O 0.0009 0.0129 -0.0113
O 0.0091 -0.0051 -0.0182
O -0.0015 -0.0249 -0.0095
O 0.0095 0.011 0.0163
O 0.0029 0.0125 0.0042
O 0.0035 0.002 -0.0029
O 0.0159 0.0266 0.0232
O -0.0143 0.0122 0.0308
O -0.0093 -0.0022 -0.0157
O 0.0073 -0.0132 0.0249
O -0.0031 -0.0034 0.0117
O 0.0032 0.0039 -0.0114
O 0.0154 -0.0037 -0.0138
O 0.0002 -0.0084 -0.0145
O 0.0039 0.0043 0.0103
O -0.0143 -0.0112 0.011
O -0.0147 0.0096 0.0303
O 0.0119 -0.0092 0.0055
O -0.0104 0.017 0.0189
O -0.0057 0.0074 0.0386
O -0.0057 0.006 0.0018
O -0.0071 -0.0077 0.007
O 0.0287 0.0003 -0.0458
O -0.0094 -0.0038 0.0162
O 0.0033 -0.0004 -0.0209
O 0.0043 0.0007 0.0162
O -0.0035 -0.0058 0.0129
O -0.0018 0.0058 0.0105
O -0.0091 -0.0024 0.0041
O -0.0019 -0.0242 0.0123
O 0.0169 -0.0032 0.0002
O -0.0037 0.0172 0.011
O 0.0035 -0.0319 -0.0496
O 0.0029 0.0062 0.0185
O -0.0044 0.0126 0.0101
O -0.0011 0.0156 0.0263
O -0.013 0.0041 0.008
O -0.0067 0.0027 0.0457
O -0.0243 0.0273 0.0683
O -0.0082 -0.002 0.0218
O -0.0005 0.0186 0.0037
O -0.0104 0.0052 0.0111
O 0.0136 -0.0155 -0.0238
O -0.0195 -0.0146 0.0256
O 0.0604 -0.0108 0.057
O -0.0405 -0.053 0.0395
O -0.0094 0.0063 0.0653
O -0.0194 -0.0234 -0.0048
O -0.0116 0.006 -0.0168
O 0.1804 0.0324 -0.0598
O -0.0217 -0.0096 -0.0813
O -0.0162 0.0487 -0.0371
O 0.0406 -0.021 0.0551
O -0.0037 -0.0213 0.0619
O -0.0308 0.0635 -0.0523
O -0.014 -0.0124 0.0036
O -0.0319 -0.0472 -0.0715
O 0.041 -0.0054 -0.0302
O -0.0675 -0.0372 -0.045
O 0.0046 -0.0159 0.0476
O 0.0115 -0.0012 -0.0022
O 0.0356 -0.0569 -0.1118

The program warned: the cutoff lies below the one the program advises for these potential files; the exchange-correlation potential is rough where the density is thin.
